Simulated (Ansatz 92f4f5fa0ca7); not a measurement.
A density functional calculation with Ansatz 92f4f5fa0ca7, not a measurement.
Periodic cell of 226 atoms, Si133O92B1, from a study of silicon, its oxide and their interface. The atomic structure is a simulated model.
Doubt: the cutoff is far below the 930 eV that the study's wrapper takes by default for these files, so forces and energies are approximate.
This geometry differs little from another in the collection (a relaxation step or a small displacement).

Settings
functional: PBE
potential files: Ansatz PAW
basis: plane waves
wave-function cutoff: 580 eV
density cutoff ratio: 5
exchange-correlation grid ratio: 1
k mesh: 1 x 1 x 1, Gamma-centred
self-consistency stop: 5e-08 eV per atom in the density residual
occupations: fixed
spin: none
net charge: -1 e, with a uniform compensating background and no finite-size correction

Cell vectors (angstrom)
a	10.938	0	0
b	0	10.938	0
c	0	0	31.9494

Atoms: element, x, y, z (angstrom)
Si	10.625	0.0018	24.4554
Si	5.0454	0.1178	24.7078
Si	2.8103	2.2623	24.5732
Si	8.5631	2.4309	24.5819
Si	10.7172	5.6161	24.3866
Si	5.1557	5.6205	24.4718
Si	2.9833	7.9546	24.4433
Si	8.4458	7.846	24.4745
Si	1.3089	1.0765	25.9038
Si	6.8084	1.3179	25.7568
Si	3.9738	4.0081	25.7406
Si	9.6897	4.0206	25.8666
Si	1.3164	6.857	25.7458
Si	6.8025	6.7338	25.7711
Si	3.9441	9.4842	26.0163
Si	9.5468	9.4233	25.8784
Si	2.4805	-0.2923	27.4326
Si	8.1526	-0.0716	27.1539
Si	0.0787	2.637	27.2186
Si	5.4206	2.6941	27.1212
Si	2.6608	5.4303	27.1171
Si	8.2102	5.3908	27.1459
Si	0.1553	8.3073	27.314
Si	5.4893	8.1474	27.1908
Si	4.0281	1.2693	28.4817
Si	9.5924	1.2591	28.5223
Si	1.3878	4.0641	28.5663
Si	6.8026	4.0564	28.515
Si	4.024	6.8266	28.5049
Si	9.6014	6.8229	28.4768
B	1.292	9.4741	28.6241
Si	6.8212	9.5351	28.5663
Si	0.1158	-0.1955	29.762
Si	5.4348	-0.0158	29.8892
Si	2.7685	2.6988	29.8915
Si	8.2021	2.6791	29.8564
Si	-0.021	5.4439	29.886
Si	5.4321	5.4654	29.8686
Si	2.5624	8.2994	29.7475
Si	8.2273	8.1702	29.8774
Si	1.3507	1.316	31.1817
Si	6.822	1.3628	31.2409
Si	4.1121	4.0833	31.2565
Si	9.5441	4.0755	31.2347
Si	1.3641	6.8535	31.209
Si	6.8214	6.8393	31.2268
Si	4.0308	9.5419	31.1946
Si	9.5999	9.5542	31.2216
Si	2.7392	0.0183	0.6435
Si	8.2259	0.0087	0.6201
Si	0.0136	2.7207	0.6251
Si	5.4865	2.7484	0.6874
Si	2.7348	5.4861	0.628
Si	8.203	5.4892	0.6475
Si	0.012	8.2069	0.6745
Si	5.4498	8.2284	0.6333
Si	4.1001	1.3847	2.0395
Si	9.6011	1.3588	2.0032
Si	1.3558	4.1416	2.0004
Si	6.8435	4.1555	2.0308
Si	4.0917	6.8565	2.0052
Si	9.5768	6.8464	2.0407
Si	1.374	9.6188	2.0285
Si	6.8359	9.627	1.9908
Si	0.0289	0.0414	3.4413
Si	5.492	0.0426	3.4178
Si	2.7138	2.7831	3.3681
Si	8.2637	2.7837	3.3125
Si	0.0296	5.5129	3.4394
Si	5.4689	5.5377	3.4008
Si	2.7402	8.2468	3.3667
Si	8.2324	8.2945	3.3484
Si	1.3762	1.4631	4.8122
Si	6.9136	1.4792	4.6994
Si	4.0598	4.1621	4.7302
Si	9.6036	4.0844	4.7552
Si	1.3684	6.9744	4.8071
Si	6.8379	6.9962	4.7047
Si	4.1018	9.5793	4.7599
Si	9.6173	9.584	4.806
Si	2.7656	0.0465	6.1086
Si	8.2984	0.1266	6.069
Si	0.0226	2.8053	6.2812
Si	5.5172	2.8457	6.0413
Si	2.756	5.6005	6.1153
Si	8.2568	5.6054	5.9316
Si	0.0498	8.311	6.3367
Si	5.5028	8.3107	6.2011
Si	4.4294	1.1921	7.3032
Si	9.8178	1.1571	7.5985
Si	1.181	4.5107	7.482
Si	6.6458	4.55	7.2232
Si	4.3288	6.7116	7.5188
Si	9.7335	6.621	7.4765
Si	1.2858	9.9469	7.6712
Si	6.7238	9.9753	7.3913
O	9.5783	1.2323	23.9986
O	4.0992	6.806	23.9665
O	4.0153	1.2429	24.0306
O	9.5298	6.6993	23.9095
O	-0.0256	5.5503	8.001
O	5.5756	0.1373	7.897
O	0.0771	0.094	8.1281
O	5.5369	5.6162	7.8662
O	7.5976	3.9682	8.4242
O	8.736	7.0582	8.7474
O	2.1833	9.4618	9.0205
O	8.9038	1.6871	8.9093
O	7.6142	9.4829	8.7016
O	3.6198	1.8312	8.5845
O	3.5947	7.2275	8.9357
O	2.0661	4.0186	8.8031
O	8.1321	3.4711	23.3598
O	0.4742	4.9462	23.0036
O	1.8606	2.7023	23.2904
O	5.8344	4.9331	23.1232
O	5.5002	9.965	23.5539
O	2.4425	8.6815	23.0415
O	0.1836	10.0725	23.1034
O	7.8136	8.6207	23.1382
Si	8.6655	7.7077	18.4565
Si	8.7897	6.3495	13.6407
Si	3.7976	1.5396	14.7306
Si	2.1362	5.748	17.656
Si	2.4183	3.1479	19.5401
Si	9.8146	9.0228	12.0821
Si	1.3289	9.4209	22.114
Si	9.1782	0.9604	13.206
Si	1.4276	5.0517	13.0331
Si	1.8008	8.2535	12.8114
Si	6.6512	9.565	22.4943
Si	4.5249	4.6008	15.7168
Si	8.2142	3.0249	9.5676
Si	0.8444	8.2594	19.2852
Si	6.9384	1.3605	21.1197
Si	8.2281	8.3197	9.6593
Si	10.8949	5.1967	15.6224
Si	7.5696	9.4977	16.3278
Si	9.9259	2.0678	20.3289
Si	3.2185	8.5161	9.8993
Si	6.695	3.3576	17.4257
Si	1.1686	0.216	19.8378
Si	3.2422	2.8157	12.2879
Si	7.2255	5.4076	19.7057
Si	5.7527	8.6672	11.5402
Si	5.7884	6.0708	13.2059
Si	4.6382	9.7152	17.6454
Si	1.0174	3.5995	22.2314
Si	4.8991	1.4921	18.8252
Si	3.1987	3.0901	9.5025
Si	6.4557	10.8141	13.7954
Si	10.3538	0.1172	15.982
Si	5.6671	3.6588	11.1478
Si	9.8405	3.8926	11.9062
Si	2.3492	9.9207	15.5523
Si	6.0917	8.1426	19.8348
Si	6.9322	3.9854	22.394
Si	9.7524	2.7736	17.3859
O	7.199	6.3721	13.9829
O	1.8863	7.0702	18.6892
O	10.2961	4.0209	16.5309
O	6.1679	9.9623	17.0611
O	10.1547	0.7081	14.4786
O	8.4545	6.127	18.8736
O	5.1744	0.684	14.4318
O	5.7161	2.0675	17.543
O	8.3405	1.9319	20.5638
O	1.9979	4.31	18.4492
O	6.971	2.8079	10.6336
O	4.8778	2.7064	12.2137
O	6.0281	4.3939	16.3522
O	4.5627	3.929	9.9416
O	10.6784	2.8058	21.5721
O	9.7282	6.1503	14.9765
O	6.0191	6.5057	19.851
O	4.0832	0.185	18.2848
O	9.2606	10.5445	12.2905
O	2.8583	4.3562	12.7079
O	1.9166	10.6996	21.2344
O	3.9968	2.7293	19.4089
O	0.735	10.0425	15.9689
O	1.2755	9.8174	18.8544
O	1.7173	1.6704	19.3023
O	8.9419	10.3889	16.4989
O	4.8851	8.6089	18.8264
O	9.5693	8.7543	10.4915
O	6.7487	4.1088	18.8636
O	2.849	1.72	13.4002
O	5.8629	8.7753	21.304
O	2.5481	2.453	10.866
O	7.6254	4.8584	21.1853
O	5.2182	7.4779	12.5579
O	0.4324	9.0611	12.5049
O	7.5866	1.0531	13.5875
O	7.1085	9.6293	14.7542
O	8.9779	5.0197	12.7081
O	8.0956	8.0383	16.9235
O	6.1953	2.6054	21.8838
O	2.4604	9.0625	14.1151
O	0.4243	4.4834	11.8774
O	0.8121	8.3244	20.9499
O	9.3878	3.832	10.3518
O	9.6589	2.3784	12.5345
O	7.6318	8.5803	19.4022
O	2.5523	8.1771	11.3602
O	3.9811	3.0573	15.375
O	0.8493	4.4935	14.452
O	10.0447	2.9974	18.9746
O	9.15	7.7931	12.9509
O	10.517	0.55	20.1061
O	6.0347	5.0391	11.9427
O	8.1526	2.7511	17.0265
O	3.5276	5.4709	16.7392
O	4.6666	9.1357	10.3921
O	1.5409	6.6734	13.1779
O	4.7603	5.4944	14.3526
O	2.055	3.8439	20.9743
O	10.5463	1.4059	16.9658
O	0.9435	6.0613	16.5796
O	7.3021	10.9771	21.9891
O	5.9328	0.9075	19.9314
O	6.0772	10.023	12.4096
O	2.8488	0.5447	15.5963
O	7.0561	8.0129	10.7722
O	10.2517	8.0269	18.6935
O	3.4525	9.2035	16.5912

Results
free energy: -137023.013 eV
free energy less fixed offsets of B -154.04, O -568.88, Si -635.61 eV per atom: 4.117 eV

Forces (eV/angstrom), in the order of the atoms: element, x, y, z
Si	0.0158	-0.0058	0.0925
Si	0.0436	0.0273	0.0446
Si	0.0252	0.0477	0.033
Si	0.008	-0.0049	0.0458
Si	-0.0291	-0.0361	0.0577
Si	-0.0118	0.0111	0.0414
Si	-0.0188	0.0054	0.1189
Si	-0.0331	-0.0325	0.0338
Si	-0.0375	0.0095	-0.0611
Si	-0.0079	-0.024	-0.0141
Si	-0.0275	0.0091	-0.0039
Si	0.0211	-0.0098	-0.0219
Si	0.0451	0.0109	-0.0323
Si	-0.0057	0.0185	-0.0108
Si	0.0106	-0.031	-0.0587
Si	-0.0056	0.0447	-0.0244
Si	-0.0429	-0.0516	0.1515
Si	-0.0305	-0.0113	-0.0129
Si	-0.0067	0.0342	0.0036
Si	0.0222	0.0169	-0.0057
Si	0.0073	-0.0366	-0.0254
Si	-0.0166	-0.0178	-0.0065
Si	-0.038	-0.0473	0.0246
Si	0.0279	-0.0094	0.0009
Si	-0.0466	-0.0372	-0.0177
Si	0.017	0.0056	0.002
Si	-0.0214	-0.0035	-0.0186
Si	-0.002	0.0027	-0.013
Si	-0.0034	0.0289	0.0041
Si	0.0164	0.0305	-0.0103
B	0.1051	0.1189	-0.1108
Si	-0.0059	0.0043	-0.0258
Si	-0.0245	-0.0238	0.0236
Si	0.0156	0.0013	0.0128
Si	0.0083	-0.0021	0.0098
Si	0.0083	-0.0026	0.006
Si	0.0113	-0.0111	0.0095
Si	0.002	-0.0032	0.0043
Si	-0.0082	-0.0344	0.0233
Si	-0.0017	-0.0097	0.003
Si	0.0017	0.0028	-0.0044
Si	-0.0089	-0.0016	-0.0036
Si	-0.0011	0.0021	0.001
Si	-0.0039	0.0004	-0.0046
Si	0.0146	0.0101	-0.0068
Si	0.0029	0	-0.0023
Si	-0.0009	0.0012	-0.0049
Si	0.0097	0.0236	-0.0028
Si	0.0094	0.006	0.0075
Si	0.0012	-0.0081	-0.0037
Si	0.0002	0.0015	-0.0015
Si	0.0058	-0.0015	0.0022
Si	-0.0054	-0.0028	-0.0037
Si	-0.0028	-0.004	0.0018
Si	-0.0019	-0.0079	0.0073
Si	0.0026	0.0001	0.0007
Si	-0.0046	-0.0014	0.003
Si	0.0079	-0.0056	-0.006
Si	-0.0066	0.0083	0.0019
Si	-0.0138	0.0131	-0.0094
Si	-0.0011	0.0008	-0.0062
Si	0.0094	0.0077	0.0027
Si	-0.0136	0.0021	-0.0075
Si	-0.0172	0.0142	0.0012
Si	-0.0017	-0.0066	-0.005
Si	0.0043	0.0022	-0.0125
Si	0.02	-0.003	0.0021
Si	-0.0149	-0.0126	0.0319
Si	-0.0133	-0.0087	-0.0156
Si	0.0098	-0.0103	-0.0022
Si	0.006	0.0003	0.0123
Si	-0.0073	-0.0386	0.0107
Si	0.0087	0.0027	0.016
Si	0.0134	0.0154	-0.0101
Si	-0.0098	-0.0109	-0.0054
Si	0.0056	-0.0015	0.0046
Si	0.0165	0.0025	0.0114
Si	0.0095	0.0231	-0.0084
Si	-0.0017	-0.0127	0.0047
Si	0.0013	0.0106	0.0135
Si	-0.0116	0.003	0.0044
Si	0.0038	0.0001	0.0161
Si	-0.0079	-0.0063	0.0143
Si	0.004	0.0009	0.0097
Si	-0.0061	0.0044	0.0114
Si	0.0082	0.0006	0.0107
Si	-0.0069	-0.0074	0.0096
Si	-0.0022	-0.0027	0.0143
Si	0.0095	-0.0003	-0.0216
Si	0.0024	0.006	-0.0576
Si	-0.0034	0.0035	-0.0341
Si	-0.0136	-0.0046	-0.0326
Si	0.0021	0.0106	-0.039
Si	0.008	0.0019	-0.0344
Si	-0.005	0.0055	-0.0221
Si	-0.0037	-0.0044	-0.0355
O	-0.0094	0.0193	-0.0298
O	0.0113	-0.0187	-0.0408
O	-0.019	-0.0219	-0.0039
O	0.0142	0.009	-0.0085
O	0.0025	0.0059	0.01
O	-0.0065	-0.0008	0.0042
O	0.0073	-0.0057	0.0143
O	-0.0002	-0.002	0.0061
O	0.0056	0.0012	0.0146
O	-0.0101	0.008	0.0155
O	0.0126	-0.0107	0.014
O	-0.0141	0.0146	0.0231
O	0.0096	-0.0088	0.0194
O	-0.0061	0.0108	0.0142
O	-0.0097	0.0105	0.0253
O	0.0146	-0.0114	0.0159
O	-0.0108	0.0083	-0.0192
O	0.0176	-0.0123	-0.0277
O	-0.0112	-0.0014	-0.0182
O	0.0193	-0.0181	-0.0212
O	0.0028	-0.0049	-0.0108
O	-0.0152	0.0155	-0.042
O	0.0115	-0.0117	-0.0358
O	-0.0098	0.021	-0.0204
Si	-0.0021	-0.0005	0.0037
Si	-0.0012	0.0002	-0.0039
Si	0.0005	-0.0013	-0.0021
Si	-0.0001	-0.0012	0.0008
Si	0.0009	0.0006	0.0038
Si	0.0004	-0.0003	-0.0074
Si	-0.0016	-0.0017	0.0222
Si	0.0004	0.0002	-0.004
Si	0.0003	-0.0001	-0.0041
Si	0.0015	0.0008	-0.0079
Si	0.0094	-0.0108	0.0085
Si	0.001	-0.0002	-0.0007
Si	0.0053	-0.014	-0.0093
Si	-0.0015	-0.0002	0.005
Si	0.0003	0.0029	0.0019
Si	-0.0021	0.0015	-0.0146
Si	-0.0019	0.0007	-0.0014
Si	-0.0001	0	0.0002
Si	-0.002	0.0022	0.0046
Si	-0.0015	-0.003	-0.0156
Si	0.0008	0.0021	0.0036
Si	0.0007	0.0007	0.0039
Si	-0.0015	-0.0007	-0.0055
Si	0.0006	-0.0021	0.0076
Si	-0.0018	0	-0.0075
Si	0.0008	0.0014	-0.005
Si	0.0008	-0.001	0.0021
Si	-0.0066	0.0097	0.0156
Si	0.001	-0.0002	0.0052
Si	-0.0065	0.0001	-0.0108
Si	-0.0003	-0.0009	-0.0045
Si	-0.0001	0.0004	-0.0007
Si	0	-0.0004	-0.0031
Si	-0.0013	-0.0005	-0.0066
Si	-0.0006	-0.0004	-0.0014
Si	0.0024	0	0.0023
Si	-0.0028	0.0064	0.0086
Si	0	-0.0006	0.0028
O	0.0002	-0.0003	0.0009
O	-0.0002	0.0005	-0.0008
O	-0.001	-0.0004	-0.0007
O	-0.0006	-0.0002	-0.0012
O	0.0011	-0.0009	0.0025
O	-0.0001	0.0009	-0.0017
O	-0.0012	0.0012	0.001
O	-0.0001	-0.0003	-0.002
O	0.0013	-0.0008	-0.0011
O	0.0006	0.0006	-0.0014
O	-0.0033	0.0013	0.0031
O	-0.0005	-0.0005	0.0018
O	-0.0002	-0.0006	-0.0014
O	0.0026	0.0001	0.0043
O	-0.0004	-0.0013	-0.0035
O	0.0018	-0.001	0.001
O	-0.0013	0.0008	-0.0015
O	-0.0004	0.0006	-0.0018
O	-0.0003	0.0027	0.0028
O	0.0002	0.0007	0.0009
O	0.0012	0.0021	-0.0076
O	-0.001	-0.0003	-0.0013
O	-0.0001	0	-0.0006
O	0.0001	0.0008	-0.0032
O	-0.0002	-0.0018	-0.0009
O	-0.0002	-0.0004	-0.0008
O	-0.0004	-0.0001	-0.0022
O	0.0029	0.0011	0.007
O	0	-0.0004	-0.0031
O	0.0009	0	0.0028
O	-0.0022	-0.0015	-0.0049
O	0.0003	-0.0009	0.0068
O	0.0012	0.0024	-0.0043
O	0.0001	-0.0019	0.0033
O	-0.0004	-0.0001	0.0024
O	-0.0003	-0.0006	0.001
O	0.0004	-0.0009	0.0025
O	0.0002	0.0013	0.0025
O	0.0002	0.0001	-0.0002
O	0.0011	-0.0042	-0.0025
O	0.0004	0.0012	0.0028
O	0.0012	0.0011	0.0019
O	-0.0007	-0.0012	-0.0068
O	0.0035	0.0035	0.007
O	0.0001	-0.0019	0.0018
O	0.0011	-0.0002	-0.0017
O	-0.003	-0.0009	0.0093
O	0.0004	0.0017	0.0006
O	-0.0002	-0.0008	0.0019
O	0.0004	-0.0004	-0.0014
O	0.0001	-0.0019	0.0026
O	0.0012	-0.0014	-0.0018
O	-0.0007	0.0009	0.0025
O	0.0001	0.0002	-0.0013
O	-0.0022	0.0016	0.0006
O	0.0036	0.0011	0.005
O	-0.0007	-0.0009	0.0013
O	-0.0007	-0.0015	0.0021
O	0.0025	0.0007	-0.004
O	0.0002	0.0006	-0.0012
O	0.002	0.001	0.0007
O	-0.0003	0.0032	-0.0012
O	-0.002	-0.0002	-0.0016
O	0.0011	0.0026	0.0037
O	-0.0004	-0.0005	0.0003
O	-0.0024	-0.001	0.0056
O	0.0023	0.0002	-0.0012
O	0.0019	0.0004	-0.0009

The program warned: the cutoff lies below the one the program advises for these potential files; the exchange-correlation potential is rough where the density is thin.
